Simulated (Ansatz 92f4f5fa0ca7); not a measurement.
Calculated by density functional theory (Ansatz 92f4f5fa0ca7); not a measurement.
Periodic cell of 221 atoms, Si132O87H1N1, from a study of silicon, its oxide and their interface. The atomic structure is a simulated model.
Doubt: the cutoff is far below the 930 eV that the study's wrapper takes by default for these files, so forces and energies are approximate.

Settings
functional: PBE
potential files: Ansatz PAW
basis: plane waves
wave-function cutoff: 580 eV
density cutoff ratio: 5
exchange-correlation grid ratio: 1
k mesh: 1 x 1 x 1, Gamma-centred
self-consistency stop: 5e-08 eV per atom in the density residual
occupations: fixed
spin: none
net charge: 0

Cell vectors (angstrom)
a  10.938  0  0
b  0  10.938  0
c  0  0  32.7735

Atoms and the computed forces on them: element, x, y, z (angstrom), force x, y, z (eV/angstrom)
Si  -0.2278  0.3441  25.2607  0.0279  -0.021  0.0607
Si  5.7775  -0.1487  25.3058  -0.0044  -0.0017  0.0002
Si  2.5399  3.0903  25.3197  0.0233  -0.0381  0.0748
Si  8.484  2.6007  25.2043  0.0071  -0.011  0.01
Si  0.3061  5.3109  25.2993  -0.0165  0.0075  0.01
Si  5.2075  5.7971  25.3952  0.0447  -0.0146  0.1897
Si  3.0098  8.0321  25.3274  -0.0009  0.0244  -0.0096
Si  7.9926  8.5502  25.3365  0.0274  -0.0314  0.0512
Si  1.3718  1.459  26.5886  0.0158  -0.0155  -0.0048
Si  6.91  1.4479  26.5949  -0.0221  0.0189  0.0295
Si  4.0841  4.1959  26.6976  0.0059  0.0037  0.0015
Si  9.6223  4.1482  26.5779  -0.0267  0.0314  0.0218
Si  1.4144  6.8887  26.6427  -0.0301  0.0158  0.0286
Si  6.8472  6.9318  26.6356  0.0063  -0.0184  -0.0094
Si  4.1585  9.6334  26.6067  -0.0232  0.0329  0.0216
Si  9.5849  9.6869  26.6271  0.0129  -0.0052  0.0037
Si  2.72  0.0281  27.9487  -0.0044  0.0023  -0.004
Si  8.1924  0.0444  28.0148  0.0091  -0.0034  0.0082
Si  -0.0122  2.7605  27.9976  0.0053  -0.0145  0.0153
Si  5.4677  2.753  27.9701  0.0036  -0.0044  -0.0078
Si  2.7043  5.5083  28.0528  0.015  -0.0236  0.0015
Si  8.2019  5.485  27.9522  -0.0025  0.0005  -0.0073
Si  -0.0156  8.2368  27.9661  -0.0061  0.0068  -0.0051
Si  5.4551  8.2378  28.0182  0.0221  -0.0047  0.0154
Si  4.1018  1.3673  29.3552  -0.0192  0.0051  -0.2208
Si  9.5708  1.3673  29.3552  0.0554  0.1613  0.2358
Si  1.3673  4.1018  29.3552  -0.1821  0.0223  0.3172
Si  6.8362  4.1018  29.3552  0.0674  0.0852  -0.1848
Si  4.1018  6.8362  29.3552  0.033  0.201  0.3592
Si  9.5708  6.8362  29.3552  -0.02  0.0417  -0.2219
Si  1.3673  9.5708  29.3552  0.037  0.1158  -0.2122
Si  6.8362  9.5708  29.3552  0.0066  0.1883  0.2097
Si  0  0  30.7225  0.0318  0.0362  -0.026
Si  5.469  0  30.7225  0.0656  -0.0423  0.003
Si  2.7345  2.7345  30.7225  0.0105  0.0399  -0.0143
Si  8.2035  2.7345  30.7225  0.0901  0.0033  0.0002
Si  0  5.469  30.7225  0.0567  -0.0401  0.0149
Si  5.469  5.469  30.7225  0.0241  0.0463  -0.0222
Si  2.7345  8.2035  30.7225  0.0703  0.0058  -0.0038
Si  8.2035  8.2035  30.7225  0.0131  0.0328  -0.0242
Si  1.3673  1.3673  32.0897  -0.0262  -0.0491  -0.0088
Si  6.8362  1.3673  32.0897  -0.0435  0.0141  -0.0211
Si  4.1018  4.1018  32.0897  0.0009  0.0062  -0.0067
Si  9.5708  4.1018  32.0897  -0.0763  0.0366  -0.0151
Si  1.3673  6.8362  32.0897  0.0032  0.0461  -0.0327
Si  6.8362  6.8362  32.0897  -0.0007  -0.0017  -0.0065
Si  4.1018  9.5708  32.0897  -0.0673  0.0223  -0.0248
Si  9.5708  9.5708  32.0897  0.0107  -0.0025  -0.0134
Si  2.7345  0  0.6835  0.074  -0.0578  0.0087
Si  8.2035  0  0.6835  -0.0008  -0.0102  0.003
Si  0  2.7345  0.6835  0.0467  0.0215  0.0242
Si  5.469  2.7345  0.6835  0.0098  -0.0056  0.0452
Si  2.7345  5.469  0.6835  -0.0768  0.0401  -0.0116
Si  8.2035  5.469  0.6835  0.0783  -0.041  0.0079
Si  0  8.2035  0.6835  0.025  -0.0408  0.0335
Si  5.469  8.2035  0.6835  0.0312  0.0199  0.0188
Si  4.1018  1.3673  2.0507  -0.0884  -0.0524  0.0359
Si  9.5708  1.3673  2.0507  -0.081  -0.128  0.0015
Si  1.3673  4.1018  2.0507  0.0634  0.0264  -0.0271
Si  6.8362  4.1018  2.0507  -0.0189  0.0644  0.0303
Si  4.1018  6.8362  2.0507  -0.1057  -0.0827  0.0252
Si  9.5708  6.8362  2.0507  -0.1434  0.0033  -0.0023
Si  1.3673  9.5708  2.0507  -0.0103  0.1079  -0.0055
Si  6.8362  9.5708  2.0507  -0.0375  -0.0532  0.0011
Si  0  0  3.418  0.3237  0.1407  -0.5341
Si  5.469  0  3.418  0.1199  0.0584  0.0266
Si  2.7345  2.7345  3.418  0.065  0.387  -0.1748
Si  8.2035  2.7345  3.418  -0.1203  -0.0074  0.4124
Si  0  5.469  3.418  0.019  -0.3329  0.1863
Si  5.469  5.469  3.418  -0.1033  -0.3774  0.2503
Si  2.7345  8.2035  3.418  0.0561  -0.1516  0.1977
Si  8.2035  8.2035  3.418  -0.2818  -0.4821  -0.7233
Si  1.3056  1.4557  4.7351  0.0114  -0.0008  0.0015
Si  6.8136  1.3539  4.8393  -0.0084  -0.0202  -0.0012
Si  4.1446  3.9952  4.8662  -0.0155  -0.0068  -0.0227
Si  9.57  4.0744  4.845  -0.0111  -0.0081  0.0116
Si  1.4177  6.7471  4.797  -0.0084  0.004  -0.0076
Si  6.8417  6.8118  4.7752  -0.0234  0.0115  -0.0018
Si  4.1127  9.5765  4.78  -0.013  0.0021  0.0066
Si  9.6164  9.4946  4.6436  0.0105  -0.0078  0.0177
Si  2.6681  0.0618  5.9885  0.0041  -0.0066  0.0122
Si  8.2641  -0.1283  5.9603  0.0026  -0.005  -0.0174
Si  -0.0567  2.6605  6.2786  -0.0135  0.0272  -0.0136
Si  5.3626  2.4965  6.4137  0.0443  0.0042  0.01
Si  2.7424  5.3479  6.2359  -0.0365  -0.017  0.0001
Si  8.0708  5.3263  6.1866  0.0335  -0.0218  -0.0163
Si  -0.1234  8.0339  6.0101  0.0174  0.015  0.0325
Si  5.4845  8.1956  6.1458  -0.0063  0.0095  0.0025
Si  3.6368  1.2721  7.813  -0.037  -0.0356  -0.1162
Si  9.7685  0.8691  7.4345  0.0054  0.0159  -0.01
Si  1.5892  3.7252  7.6063  -0.0101  0.0215  -0.0522
Si  6.5048  4.1773  7.6286  0.0134  -0.0275  -0.035
Si  4.4048  6.5559  7.4222  -0.0494  0.0694  0.0058
Si  9.2444  6.9347  7.4007  0.0171  -0.0147  -0.0433
Si  1.0619  9.7309  7.0219  0.0827  -0.0904  0.0168
Si  7.1822  9.302  7.3713  -0.047  0.01  -0.0318
O  1.4119  4.1835  24.785  -0.0183  0.0188  -0.0378
O  6.8597  9.6359  24.7989  -0.0231  0.0259  -0.0372
O  2.6407  2.5589  8.1557  0.0151  0.0203  0.0401
O  8.2117  8.12  7.9246  0.0168  0.0016  0.0413
O  5.4678  5.4187  7.911  0.014  -0.0212  0.0188
O  0.0437  -0.1967  7.869  -0.0369  0.0126  0.0451
O  4.1037  6.8909  24.8246  -0.0503  0.0431  -0.0451
O  9.5766  1.4383  24.7259  -0.0294  0.0314  -0.0353
O  2.2394  8.9942  7.904  -0.0064  -0.0713  0.0617
O  0.9172  4.3814  8.9666  -0.0522  0.1242  0.0519
O  8.8656  1.1447  8.7983  -0.0309  -0.0199  0.0208
O  6.8009  10.2449  8.6822  0.0219  0.0236  0.0179
O  3.8429  0.3942  9.2505  0.0193  -0.0634  0.117
O  4.0042  7.2767  8.8649  -0.1857  0.075  0.0522
O  6.9271  3.7056  9.151  -0.0015  -0.024  0.0662
O  9.9159  6.1901  8.6988  0.1426  -0.0532  0.0731
O  3.3021  2.4814  23.9997  0.0198  -0.0206  -0.051
O  5.1839  0.581  23.9576  -0.009  0.0134  -0.0026
O  7.8737  3.3223  23.8387  -0.005  0.0093  -0.0012
O  10.6103  6.0195  23.957  -0.0084  0.0106  -0.0074
O  8.7155  7.9096  24.0104  0.0191  -0.0172  -0.0242
O  2.3573  8.701  23.977  -0.01  0.0088  -0.0068
O  5.8612  5.0499  24.1091  0.0183  -0.0108  -0.1034
O  0.4864  10.6248  23.9313  0.0217  -0.0222  -0.0315
Si  3.5808  10.463  10.6443  0.0114  0.0057  -0.0364
Si  0.9487  3.2082  12.6272  0.0004  0.0087  0.0069
Si  -2.4238  -1.8878  11.7363  -0.0002  0.0229  0.0056
Si  4.4737  1.779  23.1088  0.0204  0.0208  -0.0014
Si  -6.1547  -7.5844  17.2431  0.0019  0.0069  0.0032
Si  3.3457  -11.0466  15.8792  -0.0094  -0.0092  0.0114
Si  1.2079  9.4291  23.0806  -0.0259  -0.0013  0.0021
Si  15.7508  8.4488  17.4154  -0.0048  -0.0028  -0.0035
Si  -1.9178  3.1552  12.6115  -0.0184  -0.0007  0.0029
Si  -1.263  4.2815  19.1436  -0.0082  0.0062  -0.0226
Si  2.442  0.5297  21.1055  0.0154  -0.0216  -0.0008
Si  4.9828  12.9155  14.6214  0.0059  0.0091  -0.005
Si  10.7413  18.071  12.0318  0.006  -0.0022  0.0178
Si  2.5783  0.9251  13.2086  0.0142  -0.0072  -0.0088
Si  7.7273  11.2237  9.6311  -0.0203  0.0279  -0.0083
Si  0.2724  5.9809  17.1104  0.0083  0.0008  -0.0072
Si  5.4696  -2.2554  12.3833  -0.0076  0.02  -0.0027
Si  2.6026  -2.8945  9.1482  -0.0481  -0.1633  -0.1095
Si  3.8817  3.4197  12.2313  0.0218  -0.0094  0
Si  7.9508  6.0688  20.9508  0.0094  0.002  0.0113
Si  7.2784  -2.4045  19.2011  -0.0022  -0.0077  -0.0114
Si  10.3523  5.2022  14.2393  -0.0018  0.002  0.0107
Si  2.4218  1.3926  18.2629  -0.0005  -0.0045  0.0028
Si  9.7785  -2.2213  17.3919  0.0036  -0.0019  -0.0016
Si  6.5897  2.9514  10.5687  0.014  -0.0163  -0.037
Si  -3.0869  1.3853  14.6218  -0.0014  0.0052  -0.0012
Si  0.1353  1.9812  20.1078  0.0088  -0.0089  -0.0172
Si  8.9554  -0.0346  19.1607  0.0058  -0.0069  -0.0112
Si  6.6118  4.056  23.0785  -0.0003  -0.0574  -0.0243
Si  9.905  7.2328  23.1263  0.0031  0.0268  -0.0109
Si  7.7411  2.3529  17.5631  -0.0016  0.005  -0.004
Si  11.2612  5.7902  9.5276  0.0905  0.0905  -0.0992
Si  6.4084  7.8257  14.8609  -0.01  -0.002  0.0061
Si  4.5454  -4.723  13.6866  0.0025  0.0014  0.0101
Si  3.4116  6.0591  16.6924  -0.0026  -0.0011  0.0004
Si  8.806  -1.5002  14.7048  0.0054  0.0003  0.0024
O  5.8905  7.8434  16.3733  0.0039  0.0029  0.0001
O  5.7481  -2.0432  18.6843  -0.0013  -0.0016  0.007
O  7.99  2.2814  15.9618  0.0027  -0.001  0.0017
O  -1.7431  -1.3575  13.136  0.0045  -0.0001  0.0036
O  7.0005  -2.5306  11.8341  0.0021  -0.0063  -0.0083
O  14.6568  7.2928  17.7234  0.0017  -0.0005  0.0046
O  1.2197  1.6199  21.2732  -0.0088  0.0099  0.0105
N  3.8621  13.0229  13.3437  -0.0112  0.0014  -0.0012
O  -2.0111  1.7539  13.4602  0.0019  -0.0033  -0.003
O  0.0401  5.7645  11.1248  0.014  0.0133  -0.0342
O  6.2437  2.9546  17.8868  0.0023  -0.0033  0.0031
O  8.5299  5.2725  19.6791  0.0156  -0.0128  -0.0134
O  -3.0097  -0.1731  15.0647  0.0034  -0.0021  0.0002
O  -0.6173  5.4616  15.84  0.0006  0.0009  -0.0042
O  -0.0472  7.5361  17.5057  -0.001  -0.0001  0.0036
O  -0.4772  3.0932  11.8082  0.0049  0.0062  -0.0139
O  7.1172  -3.6123  20.3063  -0.0049  0.0164  0.0095
O  10.8585  5.0879  18.4087  0.0037  0.0003  0.0054
O  3.788  1.0907  21.8151  -0.0233  -0.0147  -0.0079
O  -8.631  3.5203  11.7156  -0.0025  -0.0055  -0.0066
O  7.9543  0.8775  18.236  0.0011  0.002  0.0057
O  10.3815  14.3724  20.3551  0.001  -0.0004  0.02
O  3.6643  6.3795  15.0768  0.0012  -0.0035  -0.0042
O  0.9666  2.0365  18.6754  0.0023  0.0011  0.008
O  1.8326  -5.2123  16.7813  0.0012  0.0017  0.0021
O  6.7085  12.2762  10.3351  0.003  0.0095  -0.0037
O  7.7475  14.3491  11.6254  0.0244  0.0025  0.0116
O  9.5373  -3.0377  11.2159  0.005  -0.0086  -0.0031
O  12.0524  18.9674  12.3251  -0.0241  -0.0199  -0.007
O  0.7647  4.3606  13.7877  -0.0048  0.0003  -0.0005
O  -0.6404  -4.2814  13.518  0.0031  -0.003  -0.0041
O  2.7268  9.0751  10.3945  -0.0079  -0.0208  -0.0392
O  1.4285  6.97  9.3461  -0.0277  0.0693  -0.0447
O  5.0428  14.1841  11.0663  -0.0238  0.0034  0.0116
O  4.7086  0.7456  15.6469  0.0024  0.0013  0.0009
O  2.7976  0.3736  19.508  -0.0016  0.009  -0.0069
O  4.2497  4.7917  13.0088  -0.0004  0.0074  -0.007
O  9.2188  6.6235  21.8005  -0.0213  -0.0133  -0.0048
O  5.6726  9.036  13.9849  0.007  -0.0042  -0.0017
O  -1.0814  0.8824  20.1539  -0.0054  0.0021  0.0108
O  7.0712  5.0023  21.8323  0.0157  0.0321  -0.0247
O  -2.9445  -2.8989  14.854  0.0016  0.0002  -0.0024
O  1.938  -0.8849  21.76  0.0185  0.0231  -0.011
O  -0.869  -0.9036  18.3173  -0.0003  0.0006  0.0056
O  2.2385  0.6096  16.8425  0.0034  -0.0002  -0.0007
O  2.6843  -0.2381  14.3713  0.0006  -0.0011  -0.0021
O  5.5684  2.8865  22.6006  -0.0021  -0.0044  0.0217
O  8.9304  -7.6414  18.104  0.0013  -0.0004  0.0094
O  3.6256  2.4763  18.0094  0.0028  0.0005  0.0031
O  -0.9962  -1.6682  15.8479  -0.0005  0.0038  -0.002
O  2.6386  0.3384  11.6816  -0.0095  0.0183  0.0209
O  1.1757  1.7434  13.3423  -0.0048  -0.0013  -0.0047
O  -7.0616  -1.3831  16.6948  0.007  -0.0021  0.0018
O  6.426  12.6969  13.9267  0.0003  0.0031  -0.0044
O  4.9032  -7.6744  15.6079  -0.0008  -0.0015  -0.0011
O  0.0788  8.3314  22.6585  0.0021  -0.007  0.0156
O  7.9547  -1.0899  19.9326  -0.0008  0.0035  0.0148
O  4.4395  -3.561  12.4756  0.0017  -0.0101  -0.0035
O  -2.6377  -2.7716  17.9347  0.0032  0.0029  0.0027
O  4.9041  9.9161  11.4582  0.0082  -0.0166  0.0057
O  9.0483  4.3593  13.7228  0.013  0.0093  -0.0021
O  8.5027  -0.6126  10.7312  0.0167  -0.0354  0.0238
O  4.3441  -6.0299  17.3837  -0.0033  0.0026  0.0014
O  6.1046  -4.5715  14.1835  0.0043  0.0008  -0.0068
H  12.5568  19.4202  11.6228  0.0227  0.0238  0.0034

Results
free energy: -133795.169 eV
free energy less fixed offsets of H -15.97, N -385.13, O -568.88, Si -635.61 eV per atom: -0.989 eV

The program warned: the cutoff lies below the one the program advises for these potential files; the forces do not sum to zero within the program's tolerance; the exchange-correlation potential is rough where the density is thin.
